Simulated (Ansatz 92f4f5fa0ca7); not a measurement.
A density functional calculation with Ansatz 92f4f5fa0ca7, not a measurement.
Periodic cell of 198 atoms, Si117O81, from a study of silicon, its oxide and their interface. The atomic structure is a simulated model.

Settings: functional PBE; potential files Ansatz PAW; basis plane waves; wave-function cutoff 700 eV; density cutoff ratio 5; exchange-correlation grid ratio 2; k mesh 2 x 2 x 1, shifted by 0.5 0.5 0.5 of a step; self-consistency stop 5e-08 eV per atom in the density residual; occupations Fermi-Dirac, 0.05 eV; spin none; net charge 0.

Cell vectors (angstrom)
a 11.5983 0 0
b 0 11.5983 0
c 0.7146 -1.3456 26.7682

Atoms: element, x, y, z (angstrom)
Si 8.6459 10.0073 -1.0142
Si 7.04 5.5351 -0.0608
Si 6.5753 8.5918 2.9331
Si 1.9433 11.9431 1.4262
Si 0.9034 5.1318 1.4359
Si 0.9498 7.5504 0.7307
Si 2.9299 10.834 -0.9585
Si 4.2679 4.8038 0.2779
Si 4.149 8.635 3.014
Si -0.8226 12.5661 2.598
Si -1.0499 4.7439 2.8291
Si -0.956 8.3478 2.0652
Si 3.6804 12.452 2.8541
Si 3.1057 4.8211 2.4602
Si 2.6475 9.0687 1.3147
Si 8.0911 12.5051 0.9141
Si 8.0538 4.7649 2.8463
Si 8.5612 8.1967 0.5275
Si -0.6662 2.7934 4.0743
Si -0.6905 6.7844 3.9178
Si -0.6824 10.3822 3.6748
Si 3.3033 2.8764 3.9183
Si 3.3818 6.6582 3.9725
Si 3.3956 10.5483 4.209
Si 7.2451 2.795 4.024
Si 7.2231 6.6485 4.1203
Si 7.1308 10.5234 4.1849
Si 9.0901 2.7416 5.4885
Si 9.1341 6.7902 5.4687
Si 9.1692 10.4943 5.4031
Si 1.3385 2.7852 5.296
Si 1.3238 6.754 5.2414
Si 1.2445 10.4967 5.2951
Si 5.2392 2.8751 5.3322
Si 5.2546 6.583 5.4083
Si 5.2708 10.567 5.6267
Si 9.1223 12.4172 6.8548
Si 9.2201 4.7609 6.699
Si 9.1044 8.6521 6.9121
Si 1.2737 12.4626 6.7368
Si 1.2932 4.775 6.5865
Si 1.306 8.6059 6.7582
Si 5.2446 12.5671 6.8331
Si 5.1694 4.7069 6.7487
Si 5.2479 8.5427 6.7911
Si -0.588 12.5098 8.3081
Si -0.4714 4.7389 8.1495
Si -0.5557 8.5858 8.2999
Si 3.2441 12.5269 8.0984
Si 3.16 4.7214 7.9971
Si 3.2855 8.6105 8.0958
Si 7.1691 12.4044 8.2353
Si 7.2102 4.733 7.854
Si 7.1172 8.6258 8.2315
Si -0.4902 2.9081 9.693
Si -0.5111 6.5844 9.6694
Si -0.615 10.5419 9.6824
Si 3.1891 2.8685 9.4966
Si 3.2777 6.6257 9.3776
Si 3.2241 10.5813 9.4374
Si 7.1808 2.9082 9.2838
Si 7.2347 6.5441 9.308
Si 7.0473 10.4985 9.7293
Si 8.9819 3.5888 10.5944
Si 7.9887 6.7882 12.8302
Si 9.0017 10.3813 11.1041
Si 1.4949 2.8952 11.2041
Si 1.5455 6.6029 10.9694
Si 1.3937 10.616 10.9161
Si 5.5629 6.6143 12.5889
Si 5.2773 5.9038 10.393
Si 4.9848 10.6235 10.9891
Si 11.3634 0.0744 14.4875
Si 8.9034 8.9611 13.2092
Si 13.1005 8.6319 12.1493
Si 1.9516 12.4533 12.3897
Si 2.1403 4.8463 12.5316
Si -0.3116 8.7015 13.6655
Si 5.2446 3.5017 10.4752
Si 5.6257 2.937 12.7179
Si 4.5423 8.7781 12.5527
Si 8.1187 2.7452 12.5662
Si 0.3067 5.8739 15.0198
Si 9.0023 6.0044 10.7622
Si 4.4398 12.3647 12.7717
Si 4.349 4.8142 13.6695
Si 5.8936 10.9731 14.0882
Si 7.2357 4.3179 17.1625
Si 8.651 12.0834 12.6678
Si 7.9779 9.6972 15.485
Si 6.0501 8.8044 22.0722
Si 4.9097 8.1908 19.2208
Si 13.6562 9.2207 18.8514
Si 4.0209 6.7273 23.0363
Si 11.9532 11.5135 19.2732
Si 10.5067 6.0096 21.942
Si 4.6836 5.1763 16.0728
Si 12.5386 4.9506 23.5335
Si 3.4214 4.2609 21.6957
Si 12.5462 6.7304 17.8537
Si 9.9796 11.6834 17.0695
Si 2.1619 6.9742 25.2567
Si 2.3782 3.0133 25.5333
Si 5.5929 11.1758 23.9225
Si 12.0712 12.083 22.1458
Si 7.5197 11.0434 29.5564
Si 12.9521 8.03 21.7487
Si 11.1025 9.7785 23.5242
Si -0.3645 2.4833 20.2874
Si 9.0008 2.6938 18.5242
Si 3.2461 13.0427 23.0562
Si 9.1569 4.5598 14.7856
Si 3.4642 5.4702 18.9361
Si 6.6728 7.2743 17.0008
Si 7.0837 1.561 25.9187
Si 8.7365 8.2447 22.9712
Si 10.5974 5.0206 19.2835
O 5.9371 11.0275 28.9891
O 7.402 4.7687 1.3329
O 7.2207 8.6677 1.3978
O 0.5918 12.781 1.7623
O 5.4401 5.9664 0.0867
O -1.9796 12.8162 1.4324
O 2.2772 12.108 -0.1691
O 12.6464 0.8337 13.8165
O -0.2047 7.3603 14.6069
O 9.205 3.3757 13.6737
O 1.1785 5.1543 13.8629
O 9.976 11.9786 13.6776
O 14.5401 8.806 13.0561
O -0.9565 4.9098 15.3061
O 0.0632 10.0622 14.5391
O 5.3815 9.4178 13.8391
O 7.7698 3.0194 25.5133
O 7.4835 13.7424 0.046
O 12.0934 13.1502 19.2283
O 4.545 6.6051 19.4114
O 1.6694 2.6432 26.9514
O 3.7122 2.7511 22.2045
O 10.0605 10.5509 -1.7292
O 1.6186 10.3414 1.7441
O 12.9125 3.9576 24.7504
O 3.6032 9.7756 0.1058
O 4.9881 3.3267 -0.0306
O 9.4814 6.8107 22.8911
O 2.4112 8.621 25.1217
O 12.7564 8.3511 17.7848
O 8.4288 5.8852 14.1731
O 4.4989 5.35 22.2864
O 1.1696 6.0549 16.3927
O 11.7862 6.9175 21.4663
O 10.6547 11.0411 18.4133
O 6.1766 8.2546 18.2108
O 6.6416 10.6826 15.5521
O 6.2773 10.2714 22.7532
O -0.0937 1.9965 21.8248
O 7.2486 11.4016 13.2349
O 0.9715 6.4632 24.2149
O 2.0914 12.199 22.2781
O 1.9932 6.1475 18.9541
O 9.0703 10.526 16.3961
O 14.3774 7.4156 22.2238
O 9.7189 5.5277 20.5799
O 9.8546 4.069 18.1832
O 8.3023 3.9479 16.0081
O 11.0863 6.3306 18.459
O 11.0539 4.7797 22.884
O 9.6052 2.2748 20.0012
O 11.1485 12.1737 16.028
O 1.9745 4.703 22.299
O 5.3028 8.8971 20.6331
O 5.3849 6.6944 16.1395
O 9.1417 1.4277 17.5118
O 5.7907 4.0251 16.4813
O 6.6725 12.1314 24.7021
O 11.3841 11.403 23.468
O 3.6476 9.0042 18.5788
O 12.4125 9.0856 22.8585
O 3.6767 5.017 17.3794
O 7.6914 8.1979 16.1314
O 13.2643 8.7875 20.3573
O 4.0935 11.4589 -1.8897
O 2.7052 1.7581 24.5629
O 13.2945 10.8039 18.6786
O 7.5394 9.7739 -2.2338
O 9.7768 9.4546 22.606
O 8.0939 6.7722 -0.2655
O 7.3811 5.9035 17.6039
O 0.1205 4.0179 19.9818
O 4.5618 12.131 23.1421
O 3.8132 3.7339 25.921
O 5.237 7.7984 23.0639
O 3.5527 6.3572 24.5667
O 8.0986 11.1945 -0.0453
O 3.4834 4.2797 20.0566
O 7.4587 3.2575 18.4176
O 11.7163 11.138 20.8492
O 7.5471 8.2092 21.8728

Results
free energy: -120450.967 eV
free energy less fixed offsets of O -569.03, Si -635.61 eV per atom: 6.833 eV
pressure: -0.42 GPa
stress xx, yy, zz, yz, xz, xy (GPa, positive in tension): 0.71, 0.46, 0.1, 0.12, -0.18, 0.62

Forces (eV/angstrom), in the order of the atoms: element, x, y, z
Si 0.0223 0.396 -0.4623
Si -0.2169 -0.3901 -0.1703
Si 0.0515 0.1805 -0.0851
Si -0.1057 0.271 -0.1768
Si -0.0653 -0.2309 -0.1825
Si -0.1651 -0.1706 0.0584
Si 0.0808 -0.0408 -0.2585
Si 0.2209 -0.2453 0.1933
Si -0.2108 0.1175 -0.1734
Si 0.3426 0.0915 -0.1779
Si 0.0073 0.1314 0.0385
Si 0.0624 -0.1135 0.3196
Si 0.0155 -0.1521 -0.0319
Si -0.0943 -0.0284 -0.0644
Si 0.6752 0.3854 0.0948
Si 0.1584 0.03 -0.195
Si -0.2795 -0.1528 -0.0972
Si -0.2427 -0.1132 0.1454
Si -0.0481 -0.2134 -0.0659
Si 0.0466 0.0741 0.0399
Si -0.2272 0.1145 0.1757
Si -0.0326 0.2531 0.2227
Si -0.1318 0.0006 0.189
Si 0.1875 -0.1165 0.6344
Si 0.0475 0.1643 0.0392
Si 0.1866 -0.1384 -0.1819
Si -0.1164 -0.0317 0.2141
Si 0.0615 -0.0671 0.1665
Si 0.1355 0.0949 0.1765
Si 0.1394 -0.0383 -0.2429
Si -0.0216 -0.06 0.1198
Si 0.0624 0.0562 -0.0205
Si 0.0446 0.0031 -0.1859
Si 0.0011 -0.0689 -0.096
Si -0.2764 -0.0924 0.093
Si -0.2385 0.1413 -0.1409
Si -0.0247 0.0613 0.0956
Si -0.1358 -0.0888 0.0032
Si -0.0087 0.0224 0.0531
Si 0.0282 0.0528 -0.0211
Si 0.1133 -0.0471 -0.1627
Si -0.0193 -0.0473 -0.0085
Si 0.0846 -0.0427 0.0345
Si 0.0878 0.0558 0.0429
Si 0.0077 0.0333 0.1281
Si 0.0187 -0.0604 -0.0997
Si -0.1428 0.0703 0.09
Si 0.0756 -0.0144 0.0154
Si -0.0742 -0.0276 0.0357
Si 0.0168 0.0409 0.1145
Si -0.0684 0.0109 -0.016
Si -0.0261 0.0704 -0.0358
Si -0.0216 0.0416 -0.0226
Si 0.0389 -0.0463 0.0201
Si -0.054 -0.0769 0.1178
Si -0.0183 0.0417 -0.0027
Si -0.1868 -0.005 0.1234
Si -0.047 0.0216 -0.0938
Si -0.0336 -0.0191 -0.0475
Si 0.1135 0.0377 -0.12
Si 0.0898 0.0042 -0.2108
Si 0.0007 -0.0114 -0.1223
Si -0.0319 0.0276 -0.0195
Si 0.0585 0.1714 -0.0634
Si 0.2738 -0.1149 0.1768
Si 0.013 0.0513 0.0473
Si 0.2116 -0.0572 -0.2856
Si 0.0364 -0.0325 -0.2175
Si 0.0226 0.0476 -0.0811
Si -0.1408 -0.1183 -0.1512
Si -0.0582 -0.0173 0.181
Si -0.1682 -0.0171 0.0866
Si -0.0356 -0.1105 0.1843
Si 0.2817 0.0338 -0.0283
Si 0.4788 0.1206 0.1779
Si -0.1185 -0.0521 0.3776
Si -0.4909 0.2412 0.26
Si -0.4894 0.0609 0.0766
Si 0.0643 0.1222 -0.0431
Si -0.2597 -0.1332 0.0076
Si 0.1097 0.2885 0.5986
Si 0.244 0.3008 0.1676
Si 0.0741 0.1794 0.1223
Si -0.0692 -0.1251 0.0655
Si 0.2075 -0.0101 -0.1456
Si 0.3519 0.0373 -0.193
Si 0.1999 -0.453 0.2955
Si 0.0603 -0.0574 0.4253
Si 0.2906 -0.3993 0.0009
Si 0.3659 -0.116 -0.0012
Si -0.0111 0.0842 -0.1019
Si -0.1163 -0.0026 0.13
Si 0.0288 0.024 0.0045
Si -0.0645 0.1151 -0.1033
Si -0.0199 0.0964 -0.064
Si -0.1461 0.0197 -0.1639
Si 0.0149 0.0238 0.5289
Si 0.0225 0.1792 -0.2618
Si 0.0597 -0.0354 -0.0906
Si -0.051 0.1229 0.2267
Si 0.0009 0.2537 0.4029
Si 0.0205 0.0027 -0.633
Si 0.2104 -0.1095 -0.1174
Si -0.0142 -0.0533 -0.1414
Si 0.0232 -0.0363 -0.1313
Si -0.3491 0.0308 0.294
Si -0.0692 -0.0637 -0.0824
Si -0.1159 0.0459 -0.2113
Si -0.0585 -0.0434 -0.1009
Si -0.0434 -0.0286 0.0808
Si 0.0659 -0.1379 -0.2843
Si -0.2318 -0.1042 -0.0757
Si 0.0312 0.178 -0.0676
Si -0.1207 -0.2009 0.3442
Si -0.2094 -0.0624 -0.264
Si 0.0082 0.0011 -0.3031
Si -0.0792 -0.0148 -0.0419
O 0.0606 0.1344 0.0568
O 0.1277 0.0683 -0.0537
O 0.2221 -0.1914 -0.0913
O 0.1675 -0.1153 -0.0341
O 0.0976 0.062 0.0409
O 0.0085 -0.115 0.1638
O -0.1299 -0.0114 -0.0379
O 0.141 0.0402 -0.3464
O 0.0502 -0.0442 0.0489
O -0.1452 0.0275 0.1221
O 0.2214 -0.1186 -0.1563
O -0.2081 0.0759 -0.1544
O -0.0655 -0.3641 -0.575
O -0.0121 -0.0377 0.0348
O -0.0291 -0.0097 -0.062
O -0.0345 0.1348 -0.168
O 0.1363 0.2309 0.2482
O 0.088 0.0095 0.0139
O -0.0424 -0.0622 0.0881
O -0.0055 -0.0522 -0.0105
O -0.1229 0.2229 0.1927
O -0.0299 0.0462 0.0625
O -0.0937 -0.0746 0.0779
O 0.0093 -0.2277 -0.1432
O -0.047 -0.1423 0.1359
O -0.2476 -0.3137 0.1878
O -0.114 0.1032 0.1057
O 0.0262 -0.0342 0.0705
O -0.0189 -0.0327 0.202
O 0.0415 -0.1178 -0.0205
O -0.1414 0.0807 -0.1694
O -0.0433 -0.0302 0.054
O -0.0338 -0.0736 -0.2327
O 0.0103 0.0299 0.0379
O 0.0024 -0.0049 -0.1459
O 0.0842 -0.0459 -0.1653
O -0.2464 0.1802 -0.0167
O 0.0103 -0.0398 0.0686
O 0.0318 -0.0653 0.0744
O -0.2106 0.2435 -0.1313
O 0.0419 -0.04 0.0617
O 0.0274 0.0387 0.1454
O -0.0552 0.0093 -0.0656
O -0.1264 -0.264 -0.1239
O 0.0607 -0.0267 -0.0445
O 0.1389 0.0336 0.0843
O 0.0263 0.0115 0.0179
O 0.1407 0.0401 -0.1742
O 0.1078 -0.0155 -0.0752
O 0.0414 -0.0017 0.091
O 0.0882 0.0465 -0.0647
O 0.0421 -0.0365 -0.2025
O -0.0833 -0.0032 0.0959
O 0.0137 -0.0145 -0.0088
O -0.0957 -0.1056 -0.1798
O 0.0595 -0.1072 -0.1349
O -0.0394 0.1217 -0.2517
O 0.0317 0.0851 0.1447
O 0.0108 -0.1294 0.0264
O 0.0299 -0.0319 -0.0163
O -0.0178 0.0472 0.139
O 0.0292 0.0198 -0.1236
O 0.0506 0.2082 -0.1654
O -0.0211 -0.0071 0.0997
O -0.1173 -0.008 0.0653
O -0.0686 0.0461 0.1266
O -0.0279 -0.0628 0.0101
O 0.2122 -0.0052 0.172
O 0.0427 -0.0588 0.1596
O 0.135 0.3245 0.2066
O -0.0187 0.0851 -0.1629
O -0.0985 -0.0403 -0.0208
O -0.1117 0.0491 0.0338
O -0.1086 0.0521 -0.0726
O -0.0325 -0.0392 0.0555
O -0.112 -0.0025 0.2179
O 0.0387 -0.115 -0.0606
O 0.0299 0.0216 0.0129
O 0.0203 0.1546 -0.2182
O 0.0059 0.0786 0.0884
O 0.0356 0.0036 0.1235

The program warned: the cutoff lies below the one the program advises for these potential files.
